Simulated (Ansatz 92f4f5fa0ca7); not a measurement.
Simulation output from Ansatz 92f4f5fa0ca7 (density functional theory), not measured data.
Periodic cell of 473 atoms, Si304O169, from a study of silicon, its oxide and their interface. The atomic structure is a simulated model.
Doubt: the cutoff is far below the 930 eV that the study's wrapper takes by default for these files, so forces and energies are approximate.
This geometry differs little from another in the collection (a relaxation step or a small displacement).

Settings
functional: PBE
potential files: Ansatz PAW
basis: plane waves
wave-function cutoff: 580 eV
density cutoff ratio: 5
exchange-correlation grid ratio: 1
k mesh: 1 x 1 x 1, Gamma-centred
self-consistency stop: 5e-08 eV per atom in the density residual
occupations: fixed
spin: none
net charge: 0

Cell vectors (angstrom)
a 15.4691 0 0
b 0 15.4691 0
c 1.9714 -1.9706 35.407

Atoms and the computed forces on them: element, x, y, z (angstrom), force x, y, z (eV/angstrom)
Si 2.337 -2.007 25.36 0.006 -0.002 -0.01
Si 2.669 1.804 25.424 -0.001 0.006 0.004
Si 1.266 -9.79 25.014 -0.008 0.002 0.011
Si 2.408 -5.926 25.18 0 0 0.002
Si 5.449 -1.978 25.347 0.003 0.001 -0.013
Si 5.773 -0.042 26.651 0 -0.003 0.005
Si 6.589 -9.785 25.237 -0.004 -0.006 0
Si 5.596 -5.89 25.051 0.005 0.002 0.013
Si 10.422 -1.744 25.074 -0.01 -0.005 0.005
Si 10.407 2.02 25.5 0.003 0.008 0.002
Si 9.007 -9.775 25.335 0.012 -0.004 0.01
Si 9.933 -5.694 25.151 -0.001 0 -0.001
Si -2.606 -1.889 25.163 0.005 -0.004 -0.005
Si -2.631 1.984 25.213 -0.001 0.005 -0.009
Si -1.206 -9.714 25.201 0.005 -0.004 0.006
Si -2.363 -5.862 25.177 -0.001 -0.007 -0.015
Si 2.045 -0.076 26.684 0.004 -0.007 0.001
Si 1.933 3.834 26.44 0.001 0.002 0.001
Si 1.954 -7.898 26.392 0.013 -0.005 -0.006
Si 2.036 -4.002 26.554 0.004 -0.001 0.014
Si 5.095 1.904 25.526 0 -0.004 -0.006
Si 5.839 3.854 26.595 0.013 -0.001 0
Si 5.899 -7.828 26.417 0 0.005 -0.003
Si 5.819 -3.98 26.512 -0.014 -0.006 0.01
Si 9.843 0.01 26.574 0.011 0 -0.003
Si 9.709 3.903 26.71 0.014 -0.001 -0.017
Si 9.627 -7.737 26.418 0.01 -0.001 0.002
Si 9.767 -3.71 26.41 0.007 0.004 0.01
Si -1.993 0.021 26.442 -0.004 0.01 0.003
Si -1.896 3.864 26.505 -0.001 0.002 -0.006
Si -1.872 -7.795 26.466 -0.007 0.003 0.004
Si -1.982 -3.851 26.411 -0.004 -0.005 0.016
Si -0.015 -0.027 27.82 0.001 0.003 0.006
Si 0.035 3.742 27.866 0.002 0 0.01
Si 0.057 -7.732 27.839 -0.008 -0.001 0.009
Si 0.004 -3.916 27.783 0 0 0.002
Si 3.92 -0.108 28.094 0.002 -0.002 0
Si 3.858 3.93 27.885 -0.008 -0.005 0.008
Si 3.916 -7.884 27.784 -0.007 0.006 -0.006
Si 3.931 -3.985 27.961 0.007 0.001 -0.018
Si 7.814 -0.023 27.847 -0.01 0.002 0.008
Si 7.752 3.755 27.989 -0.019 0.001 0.015
Si 7.766 -7.718 27.874 -0.002 -0.004 0.006
Si 7.806 -3.86 27.791 0.007 0.003 0.001
Si 11.691 -0.013 28.002 0 -0.001 0
Si 11.69 3.981 27.961 -0.003 0 0.01
Si 11.609 -7.805 27.799 0.001 0.003 -0.003
Si 11.629 -3.851 27.886 -0.005 -0.002 -0.008
Si 0.018 -1.983 29.181 -0.001 -0.004 0.002
Si 0.03 1.857 29.265 -0.002 0.004 0.002
Si 0.033 -9.715 29.183 -0.002 0 -0.006
Si 0.029 -5.816 29.224 0 -0.004 -0.001
Si 3.917 -2.062 29.358 -0.001 0.002 0.013
Si 3.896 1.938 29.259 0.003 0.005 0.007
Si 3.891 -9.688 29.299 -0.004 -0.002 0.01
Si 3.906 -5.944 29.225 -0.001 -0.004 0.009
Si 7.782 -1.964 29.211 0 -0.001 0.003
Si 7.778 1.842 29.314 -0.004 0.003 0
Si 7.764 -9.688 29.236 0.005 -0.003 -0.003
Si 7.794 -5.787 29.222 0.003 0.005 0.004
Si 11.662 -1.966 29.309 0.001 0.002 0.004
Si 11.663 1.97 29.269 0.004 0.001 -0.003
Si 11.644 -9.615 29.322 0.001 -0.004 0.004
Si 11.627 -5.842 29.183 0.001 0.001 0
Si 1.935 -1.983 30.619 0.005 0.003 0
Si 1.968 1.897 30.625 -0.001 -0.001 0
Si 1.938 -9.697 30.616 0.006 0.001 0.002
Si 1.97 -5.844 30.603 0.002 0.001 0
Si 5.877 -1.979 30.639 -0.004 0.003 0.001
Si 5.825 1.896 30.635 0 -0.001 -0.003
Si 5.845 -9.7 30.626 -0.001 -0.001 0.001
Si 5.847 -5.843 30.598 -0.002 -0.001 0.001
Si 9.699 -1.972 30.619 0.003 0 0.002
Si 9.727 1.9 30.635 -0.002 0 0.001
Si 9.686 -9.695 30.63 -0.002 0 0.002
Si 9.717 -5.838 30.602 -0.001 -0.002 -0.001
Si 13.601 -1.979 30.629 -0.004 0 0
Si 13.579 1.903 30.637 0 0.002 0.003
Si 13.603 -9.688 30.622 -0.002 0.003 0.001
Si 13.557 -5.841 30.591 -0.002 -0.002 0.001
Si 0 1.934 2.05 0.283 -0.197 -0.393
Si 0 5.801 2.05 0.099 0.207 -0.554
Si 0 -5.801 2.05 0.167 0.079 -0.131
Si 0 -1.934 2.05 0.339 -0.088 -0.317
Si 3.867 1.934 2.05 -0.075 -0.015 -0.001
Si 3.867 5.801 2.05 0.068 0.095 0.175
Si 3.867 -5.801 2.05 -0.111 0.057 0.071
Si 3.867 -1.934 2.05 0.016 -0.076 0.267
Si 7.734 1.934 2.05 0.246 0.046 0.129
Si 7.734 5.801 2.05 -0.071 0.111 0.304
Si 7.734 -5.801 2.05 0.301 -0.03 0.261
Si 7.734 -1.934 2.05 0.064 -0.093 0.242
Si 11.602 1.934 2.05 -0.414 -0.048 -0.061
Si 11.602 5.801 2.05 -0.268 -0.014 -0.33
Si 11.602 -5.801 2.05 -0.408 0.046 0.02
Si 11.602 -1.934 2.05 -0.248 -0.032 -0.135
Si -1.929 1.91 3.328 -0.001 -0.004 0.001
Si -1.935 5.843 3.327 -0.005 -0.003 0.001
Si -1.945 -5.807 3.359 -0.002 0.007 0.003
Si -1.921 -1.961 3.333 -0.002 -0.004 0.003
Si 1.93 1.901 3.423 0.004 -0.001 0
Si 1.909 5.819 3.393 -0.003 0.002 -0.001
Si 1.93 -5.768 3.438 0.003 0 -0.002
Si 1.926 -1.952 3.443 0.002 0.002 0.002
Si 5.808 1.964 3.394 0.001 0.001 0.006
Si 5.796 5.829 3.472 0.001 0.005 0.005
Si 5.806 -5.797 3.399 -0.004 0.004 0.003
Si 5.81 -1.946 3.449 -0.003 -0.002 0.007
Si 9.661 1.917 3.492 -0.001 0.001 0.003
Si 9.675 5.793 3.435 0.005 -0.009 -0.001
Si 9.671 -5.8 3.509 0 0.002 -0.001
Si 9.674 -1.931 3.455 -0.001 0.005 0.002
Si -1.907 -0.035 4.627 0.004 -0.001 -0.009
Si -1.917 3.886 4.556 0.019 0.003 -0.013
Si -2.016 -7.729 4.696 0.004 -0.001 0.007
Si -1.91 -3.876 4.669 0.007 0.001 -0.018
Si 1.962 -0.032 4.829 -0.002 0.002 -0.003
Si 1.856 3.874 4.712 0.001 -0.001 -0.011
Si 1.848 -7.72 4.759 -0.002 -0.001 -0.001
Si 1.956 -3.859 4.88 0.01 0 -0.007
Si 5.855 0.047 4.754 -0.005 -0.006 0.002
Si 5.756 3.853 4.813 0.001 0.002 0.002
Si 5.765 -7.65 4.844 0.017 -0.009 0.006
Si 5.82 -3.922 4.821 -0.002 -0.002 -0.007
Si 9.657 -0.042 4.902 0.002 -0.005 -0.005
Si 9.636 3.892 4.85 0.002 0.006 -0.002
Si 9.692 -7.793 4.877 0.014 0.006 0.003
Si 9.699 -3.82 4.902 0.005 0 -0.005
Si -0.055 -0.006 6.077 -0.01 -0.003 0.011
Si -0.097 3.867 6.034 -0.014 -0.004 0.003
Si -0.132 -7.721 6.071 -0.003 0.004 -0.006
Si -0.069 -3.914 6.137 -0.021 0.002 0.015
Si 3.963 -0.037 6.134 0.008 -0.024 -0.013
Si 3.724 3.852 6.082 0.008 -0.008 -0.007
Si 3.621 -5.793 7.629 0.006 0.002 0.006
Si 3.93 -3.866 6.255 0 -0.003 -0.003
Si 7.674 -0.023 6.283 0.001 0.005 0.017
Si 7.671 3.865 6.25 -0.002 -0.01 0.003
Si 7.739 -7.846 6.226 -0.03 0.013 0.015
Si 7.718 -3.745 6.256 -0.004 0.011 0
Si -3.74 -0.051 6.09 -0.001 0 0.004
Si -3.735 3.899 5.972 -0.016 -0.003 0.013
Si -3.791 -7.761 6.272 -0.001 0 -0.002
Si -3.723 -3.837 6.156 -0.004 -0.002 0.011
Si -0.745 1.936 7.24 0.019 -0.004 -0.002
Si -0.572 5.801 7.309 0.007 0.003 -0.003
Si -0.749 -5.855 7.396 0.005 0.004 -0.007
Si -0.606 -1.939 7.297 0.013 0.004 -0.008
Si 3.57 1.896 7.402 -0.002 0.02 0.01
Si 3.732 -7.66 6.133 -0.001 0 -0.01
Si 3.979 5.824 7.363 0.016 0 0.012
Si 4.63 -1.917 7.42 -0.011 0.006 -0.012
Si 7.936 1.94 7.58 -0.009 -0.006 -0.036
Si 7.17 5.775 7.578 0 0.008 -0.002
Si 8.147 -5.225 8.01 0.009 -0.018 -0.011
Si 7.014 -1.921 7.589 0.011 0.004 -0.006
Si -3.108 1.951 7.118 -0.008 -0.001 -0.005
Si -3.17 -5.75 7.435 -0.003 0.002 0
Si -3.006 -1.91 7.399 -0.009 -0.004 0.006
Si -3.022 5.695 7.355 -0.007 -0.003 0.005
Si -4.573 2.148 8.856 0 0.026 -0.006
Si 1.971 -3.904 31.988 -0.09 -0.11 -0.035
Si 1.971 -0.037 31.988 -0.009 -0.06 -0.04
Si 1.971 -11.639 31.988 -0.11 0.064 -0.036
Si 1.971 -7.771 31.988 -0.201 0.045 -0.013
Si 5.839 -3.904 31.988 0.064 -0.165 0.011
Si 5.839 -0.037 31.988 -0.079 -0.024 0.08
Si 5.839 -11.639 31.988 0.077 0.043 0.044
Si 5.839 -7.771 31.988 0.129 0.073 -0.014
Si 9.706 -3.904 31.988 0.025 -0.054 -0.069
Si 9.706 -0.037 31.988 0.065 -0.037 0.03
Si 9.706 -11.639 31.988 -0.037 0.061 0.055
Si 9.706 -7.771 31.988 -0.07 0.102 0.01
Si 13.573 -3.904 31.988 0.046 -0.14 -0.054
Si 13.573 -0.037 31.988 0.05 -0.03 0.022
Si 13.573 -11.639 31.988 0.085 0.131 0.019
Si 13.573 -7.771 31.988 0.126 0.125 -0.011
Si 3.905 -3.904 33.356 0.023 0.06 -0.021
Si 3.905 -0.037 33.356 0.039 -0.101 0.005
Si 3.905 -11.639 33.356 0.02 0.022 -0.015
Si 3.905 -7.771 33.356 0.047 0.025 -0.047
Si 7.772 -3.904 33.356 0.001 -0.113 0.004
Si 7.772 -0.037 33.356 -0.001 0.063 -0.002
Si 7.772 -11.639 33.356 0.006 0.008 0.022
Si 7.772 -7.771 33.356 -0.003 0.036 0.013
Si 11.639 -3.904 33.356 -0.026 0.016 -0.011
Si 11.639 -0.037 33.356 -0.037 -0.074 0.016
Si 11.639 -11.639 33.356 -0.014 0.036 -0.004
Si 11.639 -7.771 33.356 -0.027 -0.01 -0.023
Si 0.038 -3.904 33.356 -0.024 -0.132 0.01
Si 0.038 -0.037 33.356 -0.013 0.035 0.011
Si 0.038 -11.639 33.356 -0.01 0.035 0.034
Si 0.038 -7.771 33.356 -0.013 0.09 0.03
Si 3.905 -1.971 34.723 -0.05 -0.01 -0.002
Si 3.905 1.897 34.723 -0.028 0.028 -0.016
Si 3.905 -9.705 34.723 -0.037 0.014 -0.015
Si 3.905 -5.838 34.723 -0.04 -0.021 -0.014
Si 7.772 -1.971 34.723 -0.009 -0.015 0.001
Si 7.772 1.897 34.723 -0.002 0.003 0.018
Si 7.772 -9.705 34.723 0.011 0.025 0.014
Si 7.772 -5.838 34.723 -0.001 -0.016 0.027
Si 11.639 -1.971 34.723 0.04 -0.012 -0.007
Si 11.639 1.897 34.723 0.032 0.039 -0.021
Si 11.639 -9.705 34.723 0.03 -0.006 -0.012
Si 11.639 -5.838 34.723 0.033 -0.005 -0.016
Si 0.038 -1.971 34.723 0.018 -0.01 -0.01
Si 0.038 1.897 34.723 0 -0.036 0.007
Si 0.038 -9.705 34.723 0.003 0.038 0.009
Si 0.038 -5.838 34.723 0.015 -0.001 0.021
Si 0 0 0.683 0.107 0.015 -0.03
Si 0 3.867 0.683 0.04 0.012 0.006
Si 0 -7.734 0.683 0.112 -0.032 -0.041
Si 0 -3.867 0.683 0.035 0.021 -0.024
Si 3.867 0 0.683 -0.001 0.015 0.005
Si 3.867 3.867 0.683 -0.005 -0.02 0.013
Si 3.867 -7.734 0.683 -0.006 -0.005 -0.002
Si 3.867 -3.867 0.683 -0.001 -0.005 -0.01
Si 7.734 0 0.683 0.017 0.002 0.02
Si 7.734 3.867 0.683 0.053 -0.025 0.019
Si 7.734 -7.734 0.683 0.039 -0.009 0.012
Si 7.734 -3.867 0.683 0.062 0.005 0.009
Si 11.602 0 0.683 -0.11 -0.007 -0.007
Si 11.602 3.867 0.683 -0.099 0.028 -0.006
Si 11.602 -7.734 0.683 -0.158 -0.026 -0.015
Si 11.602 -3.867 0.683 -0.127 0.013 -0.015
Si -1.646 -2.466 22.151 0.006 -0.007 0
Si -1.835 2.281 22.953 -0.006 0.006 0.024
Si -2.312 -10.146 23.176 -0.02 -0.019 0.021
Si -1.594 -5.515 22.202 0.002 -0.003 0.009
Si 1.446 -2.446 22.469 0.004 0.003 0.009
Si 2.41 -9.684 19.864 -0.001 0.007 -0.005
Si 2.132 -10.429 22.801 -0.008 0.005 0.008
Si 1.458 -5.467 22.285 -0.002 -0.001 -0.003
Si 6.98 -2.2 22.543 -0.004 -0.001 0.006
Si 6.066 1.887 23.452 -0.005 0.003 0.011
Si 5.335 -10.673 22.53 0.004 -0.009 0.01
Si 7.758 -5.276 22.791 -0.001 0 0.005
Si 9.825 -0.923 22.816 0.001 -0.006 0.001
Si 9.309 2.033 23.474 0.008 -0.001 0.013
Si 9.929 -10.4 23.276 0.027 -0.01 0.011
Si 8.21 -6.458 19.83 -0.001 0.003 -0.005
Si -5.056 -7.94 10.943 0 -0.007 -0.001
Si 8.66 1.903 12.663 0.006 0.001 -0.005
Si -4.442 -5.207 9.369 0.01 -0.009 -0.02
Si -3.532 -2.401 10.537 0.007 0 -0.006
Si 1.238 2.194 9.337 -0.014 0.002 -0.001
Si 1.654 5.372 9.433 -0.004 0.002 -0.005
Si 1.063 -5.258 9.65 -0.007 0.008 -0.007
Si 0.536 -2.135 9.331 -0.002 -0.003 -0.011
Si 5.689 2.189 9.778 0.003 -0.005 -0.004
Si 6.498 4.123 11.905 0.012 0.003 -0.004
Si 5.911 -6.12 9.83 -0.004 -0.01 0.008
Si 7.602 -1.716 9.953 0.008 -0.007 -0.02
Si -5.429 -0.149 10.662 0.003 -0.005 0.001
Si -3.768 5.044 9.486 0.001 0.004 -0.011
Si 7.159 -2.919 12.672 -0.002 -0.005 0.006
Si 5.601 -2.781 17.141 -0.002 0.001 0
Si 5.254 0.267 11.012 -0.006 0.012 -0.001
Si 6.232 -9.88 16.791 -0.001 0.002 -0.003
Si 1.202 4.905 12.231 -0.001 0.004 -0.011
Si 1.477 1.976 12.384 0.001 -0.002 -0.009
Si 10.172 -0.525 16.25 0.003 -0.001 0.002
Si -5.064 3.73 14.282 -0.001 0 -0.003
Si 0.973 -0.556 17.892 -0.001 0 -0.003
Si -1.45 -8.263 17.915 0.001 0 -0.003
Si -0.622 -3.141 17.023 0.002 -0.001 0.005
Si -1.557 1.533 12.977 -0.002 0.001 -0.004
Si 1.807 -5.23 12.661 -0.001 -0.007 -0.009
Si 7.508 -8.75 10.486 -0.005 0.005 -0.005
Si -3.721 -9.148 13.431 0 0.001 -0.002
Si -3.793 -2.905 17.632 0.002 -0.004 -0.001
Si 5.378 -5.522 18.637 0 -0.002 -0.001
Si 2.034 5.501 15.054 0.002 0.001 -0.003
Si 11.256 -8.124 16.356 0 0.005 0.002
Si -1.019 -1.276 11.842 -0.001 -0.003 -0.003
Si 2.505 -0.131 20.684 -0.002 -0.002 0.001
Si -1.888 4.442 11.966 0.001 -0.001 -0.008
Si 3.624 -1.809 9.517 -0.002 -0.015 -0.009
Si 3.062 -1.385 15.715 0 -0.001 0.003
Si 2.492 -6.914 15.096 0 0.001 0
Si 7.387 -4.585 15.222 -0.001 -0.003 0.002
Si 0.755 -5.97 17.517 -0.001 0.002 0.001
Si 1.267 1.967 22.63 -0.004 0.003 0.001
Si 9.739 3.463 19.323 0 0.001 -0.002
Si 0.606 -2.752 14.152 -0.001 -0.001 0
Si 2.797 -6.643 19.848 -0.003 0.001 0.001
Si 6.944 1.966 19.347 0.002 0.003 -0.005
Si 4.493 -4.052 11.65 0.004 -0.012 -0.003
Si 7.32 -0.266 17.252 0 -0.003 -0.001
Si 9.778 -5.422 17.237 0.001 0 -0.002
Si -3.148 1.793 15.628 0.001 -0.001 0.003
Si -3.756 -1.353 20.361 0.002 -0.003 -0.001
Si 4.022 0.907 13.823 0 0 0.004
Si -3.225 1.636 20.218 0.005 0 -0.001
Si 5.176 -10.826 19.559 0.001 0.001 -0.002
Si 9.279 -10.633 16.708 0.002 0 -0.001
Si 0.359 -10.666 17.607 -0.004 -0.001 -0.006
Si -1.014 1.985 18.002 0.003 -0.001 -0.001
Si 9.794 -9.022 20.565 0.004 0.006 0.001
Si 7.882 -0.338 14.376 -0.001 -0.002 0.006
Si 5.506 -0.062 21.214 -0.007 -0.008 0.005
Si 5.454 -6.922 15.821 -0.001 0 -0.001
Si -2.636 -8.053 20.798 -0.002 0.003 0
Si 4.803 3.865 14.631 -0.004 0 0.004
O -2.198 -4.005 22.079 0.001 0.002 0.002
O -2.027 -1.818 23.599 -0.005 0.005 0.011
O -0.325 1.634 22.821 -0.001 0.002 -0.003
O -0.053 -5.543 21.674 0.002 0 0
O -1.529 -5.97 23.767 -0.002 0.002 0.005
O 3.891 -1.962 24.784 -0.001 0.002 0.015
O 1.342 -2.053 24.048 -0.004 -0.001 0.004
O 2.132 1.43 23.896 0.005 -0.003 0.003
O 3.764 -10.527 22.968 0.011 0 -0.005
O 1.454 -5.962 23.837 0.002 -0.002 0.006
O 3.986 -5.903 24.642 -0.018 -0.001 -0.002
O 6.427 -1.997 24.047 -0.001 -0.003 0.008
O 7.695 1.762 23.594 0.004 0 -0.005
O 6.194 -9.801 23.608 -0.004 -0.005 0.001
O 8.214 -5.989 21.397 0.002 0 0.001
O 11.559 -10.353 23.499 0.008 -0.015 -0.022
O 11.515 -5.869 24.695 0.007 0.001 0.008
O 8.118 -6.752 7.431 0.005 -0.023 -0.022
O -0.312 2.008 8.858 -0.001 0.001 -0.003
O 0.248 -9.58 8.772 -0.003 0 0.002
O -0.201 -6.046 8.974 0 -0.005 0.004
O 2.152 1.49 8.172 0.006 -0.004 -0.006
O 7.132 2.021 9.02 -0.012 -0.001 0.015
O 2.951 -9.506 8.65 -0.002 -0.001 0
O 2.33 -5.493 8.629 -0.002 0.001 -0.002
O 4.867 -6.234 8.595 -0.01 0.002 -0.015
O 2.07 -1.671 9.043 0.003 0.003 0.009
O 9.513 1.908 8.016 0.011 0.004 0.001
O 7.873 -9.51 9.071 -0.003 -0.006 -0.004
O 7.144 -5.186 9.31 0.003 0.014 0.012
O 9.611 -4.804 8.624 0.003 0.003 0.01
O -4.447 0.944 9.962 0.004 -0.01 0.012
O -2.535 4.818 10.53 0.002 -0.001 0.005
O -2.177 -2.377 11.459 -0.001 0 0.005
O 7.828 -2.875 11.149 0.001 0.007 0
O -0.291 4.492 11.771 -0.002 -0.001 0.007
O -2.833 1.656 21.809 0.003 0.002 -0.003
O -1.704 -11.575 22.639 -0.017 0.017 0.007
O -1.833 1.899 19.408 -0.001 -0.001 0.001
O 8.68 -4.772 16.207 0 0 0.004
O 11.105 2.75 19.853 -0.001 0 0.004
O 5.717 -11.169 15.92 0 -0.001 0.002
O 11.071 -1.836 16.561 -0.002 0.003 0.003
O 2.386 -6.464 21.411 0 -0.002 -0.001
O 1.834 -9.611 21.402 0 -0.005 0.008
O 8.688 -8.028 19.886 0 -0.001 0.002
O 2.051 -3.942 22.229 -0.001 0 0.001
O 1.753 -0.481 19.304 0.003 0.002 0.006
O 5.663 -10.175 20.998 -0.001 0.001 0.001
O 5.617 4.21 13.263 0 0 0.004
O 10.727 -1.607 21.635 -0.001 0.002 0.004
O 9.948 0.727 22.674 -0.003 0.003 0.001
O 9.54 3.524 22.763 -0.005 0.017 0.004
O 6.358 -7.619 10.259 0.005 0 0.007
O -0.045 -4.563 17.544 -0.001 0.001 0.001
O 1.694 3.749 9.356 0.005 0.001 0.001
O 1.193 5.661 13.661 -0.002 0 0.003
O 0.775 -4.126 13.28 -0.002 0.004 0.006
O 0.617 -3.701 9.8 0.001 -0.003 0.006
O -0.016 -1.215 10.56 0.001 0.003 0.006
O 3.908 -0.493 10.458 0 0.005 0.015
O 1.847 -6.534 13.645 -0.001 0 0.004
O 5.226 -5.399 11.108 0 0.001 0.007
O 3.91 -3.175 10.395 -0.002 0.013 -0.004
O -4.651 3.649 9.532 0.001 -0.015 -0.003
O 8.799 -7.99 11.135 0.002 0.003 0.006
O 8.966 -0.406 17.378 0 0.001 0.002
O 0.044 1.833 13.158 0.001 0.001 0.005
O -4.776 5.081 13.433 0.001 0.001 0.005
O 3.267 -4.506 12.605 0.003 0.002 0.006
O 1.605 -6.085 18.895 0 -0.001 0.001
O 2.076 -2.255 14.713 -0.001 -0.001 0.001
O 6.917 -0.278 15.678 0.001 0.001 0.003
O 9.499 -9.276 22.156 0.001 -0.003 0
O 0.148 -1.953 17.823 0 -0.002 0
O 6.704 -6.201 19.286 -0.005 0.002 0.001
O -3.667 -8.33 14.831 0 -0.002 0
O 5.082 0.576 12.615 0.006 -0.005 -0.011
O -3.349 -1.799 9.026 0.002 0.003 -0.015
O 5.561 -9.881 18.285 0.001 -0.001 0.002
O -2.202 -3.05 17.367 0 0 0.003
O 2.092 -0.516 16.704 0 -0.001 0.003
O 4.143 -5.76 19.653 0.005 0 0
O 11.156 0.78 16.17 -0.001 -0.001 0.002
O 2.037 3.511 12.425 0.001 -0.003 0.007
O -2.27 2.894 12.379 0 -0.001 0.006
O 8.994 -0.893 9.64 -0.003 -0.002 0.005
O 11.621 0.18 19.812 0 0.001 0.004
O 5.935 -1.638 21.409 0.001 0.003 0.003
O 2.247 -8.448 15.576 0.001 0 0.002
O 6.474 -5.896 23.629 -0.005 0 0.007
O 1.469 3.572 22.524 0.002 0.002 0
O 8.406 2.603 19.718 0 0 0.003
O 9.152 4.121 15.247 0.001 -0.002 0.005
O 11.366 -2.384 19.151 0 0.002 0.004
O 4.115 -2.313 16.59 0 0.001 0.001
O 1.79 -5.983 16.245 0.001 -0.002 0.001
O 1.827 1.223 21.296 0.003 -0.004 0
O 6.918 1.17 17.916 0 0 0.002
O 1.371 -5.769 11.172 0.001 0.002 0.01
O 2.536 1.047 13.172 0 0 0.004
O 7.001 5.628 11.578 0 -0.002 0.005
O -2.299 1.162 14.382 0.002 0 0.003
O -2.536 -6.507 21.32 0 -0.002 0
O 6.647 0.81 20.45 0.007 0 0.004
O 4.101 0.076 20.403 -0.005 0.001 0.002
O 9.111 0.688 11.692 0.001 -0.004 0.003
O 9.68 -10.482 19.877 0 -0.004 0.002
O 6.499 -0.732 10.662 -0.008 0.005 0.017
O -0.973 -9.74 17.401 -0.001 -0.001 0.004
O 7.77 1.183 13.807 -0.004 0 0.005
O 3.537 -10.865 19.663 0.003 -0.006 0.001
O 7.371 -1.455 13.336 0.001 -0.002 -0.002
O 3.969 -0.351 14.847 -0.001 0.002 0.001
O 1.389 1.529 10.812 0.001 -0.005 0.008
O -0.07 0.684 17.755 -0.001 0 0.005
O 2.396 -1.382 21.712 0.001 0.005 -0.002
O -5.444 2.538 13.26 0 0 0.006
O 5.393 0.592 22.707 -0.002 0.001 0
O 9.186 -5.691 18.751 -0.001 -0.001 0.006
O 5.547 -3.179 12.528 0.001 0.005 0.004
O 9.741 3.626 17.701 -0.001 0.002 0.002
O -2.126 -9.043 21.988 0 -0.003 -0.006
O 5.596 3.568 10.66 -0.007 0.001 0.003
O 7.77 3.094 12.01 -0.006 0.003 0.005
O -0.061 3.299 18.034 -0.002 -0.004 0.003
O 9.426 -0.695 14.801 -0.001 0 0.002
O 10.998 -4.364 17.41 -0.001 0 0.005
O -4.217 -8.069 12.327 -0.004 0.002 0.001
O -2.291 5.602 13.061 -0.002 0 0.006
O -2.248 -1.611 20.91 -0.003 0.003 0.001
O 5.744 3.221 22.558 -0.004 0.013 0.001
O -0.055 -2.397 21.879 -0.004 0 0
O 3.069 -8.223 19.535 0 -0.004 0.003
O -4.702 -9.188 9.971 -0.001 0.004 0.004
O -1.698 0.206 12.03 0 0 0.006
O -0.155 -1.671 13.176 0 0 0.004
O 1.798 5.815 11.008 -0.001 0 0.007
O 9.05 -5.42 23.782 0.004 0 0.003
O 3.433 4.741 14.743 0.002 0 0.002
O 1.209 -10.767 16.21 -0.003 -0.003 0.007
O -3.793 3.23 15.172 -0.001 0 0.003
O 7.833 -9.99 17.054 0 -0.001 0.003
O -4.636 -6.51 10.319 -0.004 0 0.009
O 7.365 -3.761 22.336 0 0.002 0
O 4.461 2.264 14.629 0.001 -0.003 0.001
O 10.318 -6.802 16.542 0.001 -0.002 0.003
O -2.104 2.117 16.814 -0.001 -0.002 0.002
O -1.625 -8.247 19.537 0.001 -0.001 0
O 5.062 -6.325 17.271 0.002 0.001 0.006
O 5.808 3.148 19.336 0 -0.001 0.005
O 8.295 -1.273 22.424 0.006 0.002 0.003
O 5.488 -3.92 18.318 0 -0.002 0.004
O 6.455 -1.542 17.836 0.001 0.002 0.003
O -2.906 -7.925 17.289 -0.001 -0.001 0.003
O -4.568 -1.381 11.313 -0.003 0.003 0.007
O 6.643 -6.045 15.119 0.001 0 0.004
O 4.107 -6.739 14.924 -0.001 0 0.003
O 7.778 -4.061 13.702 0.001 0.002 0
O 5.542 5.755 7.906 0 -0.001 -0.002
O -0.337 -7.178 17.428 0 -0.001 0.004
O -4.01 -3.957 10.359 -0.006 0.002 0.012
O 1.217 -9.989 18.811 0.002 0.002 0.008
O 10.4 -9.449 16.765 -0.002 -0.003 0.002
O 11.289 -8.379 20.372 -0.003 -0.002 0.002
O 5.894 -8.491 15.99 -0.001 -0.001 0.005
O -0.394 -3.006 15.414 0.002 0 0.001
O 6.412 -3.441 15.877 0.001 -0.001 0.003
O 4.589 2.337 8.599 0.006 -0.001 0.007

Results
free energy: -289380.716 eV
free energy less fixed offsets of O -568.88, Si -635.61 eV per atom: -14.556 eV

The program warned: the cutoff lies below the one the program advises for these potential files; the exchange-correlation potential is rough where the density is thin.
